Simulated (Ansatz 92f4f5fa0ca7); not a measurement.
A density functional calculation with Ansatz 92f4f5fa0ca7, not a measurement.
Periodic cell of 122 atoms, Si78O44, from a study of silicon, its oxide and their interface. The atomic structure is a simulated model.

Settings: functional r2SCAN; potential files Ansatz norm-conserving; basis plane waves; wave-function cutoff 1300 eV; density cutoff ratio 4; exchange-correlation grid ratio 1; k mesh 2 x 2 x 1, shifted by 0.5 0.5 0.5 of a step; self-consistency stop 5e-08 eV per atom in the density residual; occupations Fermi-Dirac, 0.05 eV; spin none; net charge 0.

Cell vectors (angstrom)
a, 10.88, 0, 0
b, 0, 10.88, 0
c, 0, 0, 18.229

Atoms: element, x, y, z (angstrom)
Si, -0.3535, 0.3958, 0.3369
Si, 2.5418, 2.7972, -0.4742
Si, -0.934, 4.5549, 1.4472
Si, 1.2381, 7.153, -0.6943
Si, 5.5564, -1.2873, -1.1933
Si, 8.9275, 1.7867, -0.3583
Si, 5.9691, 5.4322, -0.1989
Si, 8.1183, 8.2313, 0.3296
Si, 1.6567, 1.5621, 1.2788
Si, 4.072, 4.2224, 0.9605
Si, 0.6648, 6.3552, 1.5612
Si, 4.6625, 10.0145, 0.9659
Si, 6.7389, 1.4507, 1.7727
Si, 10.2704, 3.5088, -0.8971
Si, 6.8627, 6.8, 1.6364
Si, 9.2603, 9.7882, 1.7523
Si, 0.1267, 2.7746, 2.5514
Si, 2.9229, 0.0454, 2.5779
Si, -0.0855, 8.1999, 2.9
Si, 2.7133, 5.5732, 2.425
Si, 5.2209, 2.9014, 2.703
Si, 8.1375, 0.2987, 3.1432
Si, 5.4769, 8.2317, 2.575
Si, 8.2081, 5.4916, 2.7884
Si, 1.4159, 4.1992, 3.88
Si, 4.0568, 1.3964, 4.1385
Si, 1.3504, 9.7272, 3.9984
Si, 3.9864, 6.8653, 3.9558
Si, 6.7182, 4.1422, 4.1026
Si, 9.7257, 1.6109, 4.3288
Si, 6.8818, 9.469, 4.148
Si, 9.6463, 6.7936, 4.2545
Si, 0.0204, 0.0426, 5.5383
Si, 2.5926, 2.864, 5.4689
Si, 0.0376, 5.3404, 5.4862
Si, 2.6363, 8.1869, 5.2795
Si, 5.4861, -0.06, 5.355
Si, 8.0701, 2.7177, 5.4801
Si, 5.4427, 5.4778, 5.3288
Si, 8.2105, 8.1384, 5.6189
Si, 1.2937, 1.4426, 6.8806
Si, 4.1237, 4.0187, 6.6228
Si, 1.3353, 6.878, 6.7078
Si, 3.9768, 9.594, 6.7234
Si, 6.6134, 1.3355, 6.7007
Si, 9.5155, 3.9275, 6.8845
Si, 6.6541, 6.884, 6.8991
Si, 9.5223, 9.5812, 6.8609
Si, -0.0865, 2.5867, 8.4546
Si, 3.0931, 0.5317, 8.1291
Si, 0.1716, 8.4771, 8.1496
Si, 2.8341, 5.4139, 7.9426
Si, 5.0155, 2.4478, 8.1112
Si, 7.7888, -0.2971, 8.2299
Si, 6.499, 8.2222, 9.1235
Si, 8.0757, 5.36, 7.8189
Si, 1.1254, 4.4561, 9.3717
Si, 4.6399, 0.2836, 10.7689
Si, 1.849, 9.6948, 9.3912
Si, 4.2203, 8.0785, 8.6699
Si, 6.7517, 3.8111, 9.1576
Si, 8.7031, 1.4209, 9.7925
Si, 7.0772, 6.6018, 10.6411
Si, 9.5475, 6.4394, 9.4482
Si, 1.7687, 10.5239, 11.4839
Si, 6.4545, -5.7641, 13.2102
Si, 14.7742, -3.7231, 16.475
Si, -2.057, 0.968, 12.9733
Si, 2.1981, 14.5832, 12.2793
Si, 0.6455, 2.0599, 12.9217
Si, -1.2467, 7.0544, 16.3496
Si, 4.9602, 2.4682, 12.6411
Si, 4.3334, 2.5196, 15.4609
Si, 0.2073, 9.4513, 15.9546
Si, 3.5748, 16.1855, 14.3575
Si, 11.2785, 10.3915, 13.9356
Si, 6.9228, 1.0972, 15.5299
Si, 8.216, 5.2568, 15.8648
O, -0.0259, -0.2608, -1.0955
O, 5.1951, -4.5398, -1.2867
O, 13.6827, 6.783, -0.5842
O, 3.3837, 1.9044, -1.5982
O, 4.4269, 8.6565, -1.9781
O, -1.5414, 7.2947, -0.3035
O, 1.3618, 8.6264, -1.5231
O, -1.0481, 13.185, -5.1619
O, 7.2731, 4.8606, -1.0674
O, 8.1663, 1.1609, -1.684
O, 7.7822, 2.3032, 0.707
O, 15.1975, 1.8687, -4.2703
O, 9.4962, 4.0364, -2.2897
O, 13.2091, 4.8344, -4.8356
O, 5.8786, 10.7824, -2.3927
O, 3.4168, -0.3025, -6.5341
O, 1.5149, 4.3966, 10.9714
O, 0.0073, 5.6236, 9.2327
O, 3.6724, 3.1125, 11.8748
O, 3.9228, 6.5236, 8.4929
O, -0.929, 8.0034, 9.3001
O, 2.9747, 8.4867, 9.6562
O, 1.0776, 3.4782, 17.0631
O, 7.8099, 2.7459, 9.7652
O, 4.9935, 5.4862, 13.747
O, 8.3727, 0.9467, 11.4217
O, 3.7293, 4.0067, 15.3636
O, 8.7403, 6.4288, 10.8548
O, 3.1689, 6.6561, 15.1556
O, 6.7048, 6.3228, 12.237
O, 6.5204, -5.7478, 10.1066
O, 5.8855, 0.2506, 19.1869
O, -4.6124, 3.5068, 12.736
O, -3.3678, 1.2476, 14.0051
O, -4.9261, 2.4096, 15.7373
O, 5.4144, 12.0489, 11.8293
O, 7.4248, 5.2077, 14.4618
O, 0.8923, 1.0481, 11.5281
O, 1.1826, 1.0123, 14.0544
O, 0.2751, 6.3123, 16.5116
O, -1.1786, 8.5504, 15.6793
O, 9.7452, -0.3032, 13.4222
O, 6.9271, -2.049, 17.4082
O, 11.9774, 9.5327, 12.7587

Results
free energy: -29598.150 eV
free energy less fixed offsets of O -463.61, Si -117.95 eV per atom: 0.790 eV
pressure: -0.93 GPa
stress xx, yy, zz, yz, xz, xy (GPa, positive in tension): 2.06, 0.43, 0.3, -0.77, -0.48, 1.68

Forces (eV/angstrom), in the order of the atoms: element, x, y, z
Si, 0.8134, -1.1973, 1.7401
Si, -1.4093, 0.8747, -0.0695
Si, 0.2749, 0.1116, -1.1117
Si, -0.1269, 0.1132, 0.7469
Si, -1.0377, 0.2688, -2.0234
Si, -1.1544, -0.1893, -0.3989
Si, 0.1446, 0.1358, 1.0132
Si, -1.1277, 0.9855, 0.1753
Si, -1.4592, -1.4819, -0.1407
Si, 0.3996, -0.4697, -0.497
Si, 0.4371, 1.2779, -0.9522
Si, 0.212, -0.3177, 1.3186
Si, 0.4547, 0.243, -1.4961
Si, 0.7432, 1.9938, -0.655
Si, -0.1001, -0.5846, -2.357
Si, 1.3918, -0.9414, -1.1911
Si, -0.1958, 0.5304, 1.3383
Si, -0.3906, 0.1897, -0.5833
Si, -0.3233, 0.7331, -0.9244
Si, -0.2125, -0.2255, 0.3396
Si, -0.0881, 0.2199, 0.0034
Si, 0.4398, -0.6195, 0.6237
Si, -1.1099, 1.127, 1.0307
Si, 1.1838, -0.8118, 1.2448
Si, 0.499, -0.4254, 0.8885
Si, -0.3081, 0.2013, -0.109
Si, 0.5422, -1.1007, -0.4108
Si, 0.8388, 0.0544, -0.6885
Si, 1.389, -0.7027, -1.1161
Si, -0.4762, -0.4613, -1.7297
Si, -0.0066, -0.0453, -0.2251
Si, -1.8515, -0.1298, 0.372
Si, 0.1371, 0.3319, -0.2191
Si, -0.5835, -0.9929, -1.4337
Si, 0.1288, -0.3108, -0.0284
Si, -0.3099, 1.1505, 0.4596
Si, -1.0142, -0.5921, 0.0126
Si, 0.2545, 0.5929, 0.3663
Si, -1.2489, 1.53, 1.0301
Si, -0.33, -0.465, -0.6842
Si, 0.7046, 0.4392, 0.627
Si, 0.149, 0.3691, 0.6366
Si, 0.01, -0.5134, 0.659
Si, -0.0645, -0.0796, 0.6663
Si, 0.4905, -0.5083, 1.5941
Si, 0.5832, -0.1212, -0.7797
Si, 0.6208, 0.4469, 0.0918
Si, -0.4674, 0.7299, 0.0339
Si, -0.644, -0.1668, -0.1172
Si, -0.2424, -0.3831, -0.5016
Si, 0.4233, 0.4559, -0.2532
Si, -0.6654, 0.6953, -0.4952
Si, 0.1236, -0.0833, -0.3735
Si, 0.2374, 0.1102, 0.2175
Si, -0.4729, 1.2007, -1.5682
Si, 0.351, 0.0075, 0.6526
Si, 0.5622, -0.3968, 0.3453
Si, -0.1037, -1.7311, -1.1394
Si, 0.4201, -0.165, -0.8034
Si, 0.4645, 1.5755, -0.2577
Si, 0.2327, 1.0034, -0.7188
Si, 0.1177, -1.3675, 1.1433
Si, 1.4362, -2.7024, 2.1947
Si, -1.7877, -0.0878, -0.3177
Si, -0.945, -1.0581, 1.6632
Si, -1.3494, -1.7491, 0.1969
Si, 0.3187, 0.376, 1.198
Si, -0.4173, 1.7276, 0.7483
Si, -0.8961, -0.021, -0.8324
Si, -1.0576, -0.5047, -1.3442
Si, 0.7702, -1.2759, -0.3617
Si, 1.3561, 0.9013, -0.7052
Si, 1.0967, -0.1945, -0.2608
Si, -0.9227, 1.46, 2.0916
Si, -1.8363, -1.0381, 0.926
Si, 0.7622, 0.6562, -0.43
Si, -0.0106, 1.2598, -0.3116
Si, 1.6707, -2.2006, 0.2012
O, 0.0853, -1.1377, -2.5597
O, 0.1362, -0.1072, -0.6386
O, 1.0409, 0.3653, -0.4399
O, -0.1204, -0.0095, 0.3473
O, 0.4868, 0.4025, 0.3395
O, -1.3382, 1.0816, 0.3454
O, 0.1288, -1.4752, 0.7436
O, 2.1124, -0.7532, -0.0642
O, -0.3983, 0.3737, -0.1102
O, 0.1485, -0.172, 0.4137
O, -1.0133, -0.769, 0.5354
O, -0.8773, -0.0038, 1.933
O, -1.3527, 1.8254, 0.4085
O, 1.2103, 1.3943, 0.7796
O, -0.0073, -1.9706, 1.6607
O, -1.4922, 0.4932, 0.3402
O, 0.2221, -0.3777, -0.3407
O, 0.6131, -0.2229, 0.7753
O, -0.3172, 0.5243, -0.3056
O, 0.363, -1.5626, 0.159
O, 0.5344, -0.2576, -0.2051
O, 0.0296, 0.5495, -0.0354
O, 0.3788, -0.921, 0.9552
O, -0.5282, 0.8091, 0.2092
O, -0.292, 0.4785, -0.4763
O, 0.743, -0.3582, -1.2267
O, 0.1868, 0.9013, 0.208
O, -0.4439, 0.0004, -0.3446
O, -0.0387, -1.029, -1.4223
O, 0.3667, 1.4361, -1.5009
O, -0.8811, -0.2975, 0.1653
O, 0.7696, 1.432, 0.5688
O, -0.9732, 0.7387, -0.0182
O, 1.2133, -1.3765, -0.6818
O, -0.6985, 0.5033, 0.6665
O, 1.1979, 0.9949, -0.0465
O, 1.1584, -0.2684, 0.8778
O, 0.358, 0.3651, 0.6464
O, -1.0391, -0.7496, 0.4124
O, -1.1592, 0.7742, -0.7099
O, 0.8686, -0.5664, 0.3068
O, -1.1306, 0.6661, 0.0934
O, 1.7612, -0.6247, 0.7791
O, 1.5423, 1.2374, -1.5231
